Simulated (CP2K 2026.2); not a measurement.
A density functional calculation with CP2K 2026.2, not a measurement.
Periodic cell of 432 atoms, Si324O108, from a study of silicon, its oxide and their interface. The atomic structure is a simulated model.
Doubt: the forces sum to 1.42 eV/angstrom along one axis rather than to zero, so they err by at least 0.0033 eV/angstrom per atom on average; the grid cutoff is modest.

Settings
functional: PBE
method: Gaussian and plane waves
basis set: DZVP-MOLOPT-SR-GTH
pseudopotentials: GTH-PBE
grid cutoff: 350 Ry, relative cutoff 50 Ry
k points: Gamma only
occupations: fixed
spin: none
net charge: 0

Cell vectors (angstrom)
a	16.32	0	0
b	0	16.32	0
c	-6.1998	7.8963	29.5882

Atoms: element, x, y, z (angstrom)
Si	1.6346	14.6502	0.1768
Si	4.2764	1.0322	0.0181
Si	-5.0573	12.2332	29.5534
Si	-1.5111	14.189	29.5397
Si	1.1448	9.6603	0.1757
Si	3.8631	12.5071	0.1169
Si	0.3457	23.1062	29.496
Si	2.8383	9.8151	29.4926
Si	6.816	4.0056	0.4157
Si	9.1832	7.1196	0.0517
Si	6.9195	9.3252	0.0374
Si	9.7592	12.0605	0.0604
Si	12.0953	15.0526	0.1131
Si	14.7798	1.5526	0.1392
Si	6.3815	11.7103	29.5617
Si	15.3233	6.6479	0.0506
Si	11.9368	9.8033	0.1537
Si	15.2002	11.8262	0.0917
Si	2.7687	16.2545	1.4375
Si	5.3699	2.5681	1.4772
Si	2.8063	5.4357	1.2087
Si	5.4919	8.0425	1.3658
Si	2.7466	10.8645	1.3865
Si	5.4519	13.6742	1.3601
Si	8.0877	16.4459	1.225
Si	10.8283	2.7995	1.216
Si	8.1991	5.5146	1.493
Si	10.7978	8.1892	1.383
Si	8.1245	10.909	1.3079
Si	10.7559	13.6854	1.4495
Si	13.6218	16.2699	1.4034
Si	0.0329	2.7693	1.3567
Si	13.6607	5.4665	1.2753
Si	0.0484	8.1214	1.514
Si	13.5624	10.8709	1.4461
Si	-0.0054	13.4885	1.3696
Si	1.3815	1.3683	2.6941
Si	4.0244	4.0414	2.701
Si	1.5021	6.7722	2.7254
Si	4.1075	9.4555	2.6801
Si	1.3636	12.1858	2.7797
Si	4.1216	14.9499	2.8218
Si	6.7897	1.3046	2.8009
Si	9.6039	4.1272	2.7365
Si	6.8164	6.8101	2.8452
Si	9.4527	9.5553	2.7466
Si	6.7941	12.2695	2.6824
Si	9.3832	15.0587	2.7007
Si	12.1605	1.3613	2.6359
Si	14.975	4.1124	2.7234
Si	12.2425	6.7981	2.6483
Si	14.9136	9.4732	2.7908
Si	12.2331	12.3278	2.7483
Si	14.9914	14.9127	2.7245
Si	0.0179	16.3158	4.0494
Si	2.6944	2.7165	4.1023
Si	0.0536	5.4413	4.0699
Si	2.7736	8.1534	4.1122
Si	-0.0173	10.8428	4.1202
Si	2.7202	13.573	4.1194
Si	5.4582	16.295	4.1842
Si	8.1873	2.7372	4.0623
Si	5.4119	5.3961	4.0845
Si	8.1569	8.1986	4.156
Si	5.4511	10.8657	4.0348
Si	8.109	13.6345	4.0776
Si	10.829	16.3499	4.0532
Si	13.562	2.7201	4.0207
Si	10.9381	5.4633	4.0937
Si	13.5562	8.1214	4.1015
Si	10.8676	10.912	4.071
Si	13.61	13.6233	4.1187
Si	1.3529	14.906	16.2624
Si	4.1095	17.6816	16.3466
Si	1.3934	20.4452	16.309
Si	4.0438	6.7929	16.3135
Si	1.3533	9.524	16.2613
Si	4.1093	12.2941	16.3251
Si	6.8028	15.0053	16.3617
Si	9.4904	17.6621	16.3526
Si	6.7521	20.3636	16.3384
Si	9.5476	6.8108	16.3711
Si	6.7732	9.5135	16.2819
Si	9.4771	12.2249	16.2178
Si	12.2636	14.9928	16.2209
Si	-1.3507	17.7196	16.3112
Si	12.244	20.3936	16.3788
Si	-1.3434	6.7792	16.3204
Si	12.2697	9.4914	16.2872
Si	-1.3456	12.2081	16.2902
Si	2.7317	16.2422	17.586
Si	5.4288	19.0249	17.8061
Si	2.7176	5.4619	17.7389
Si	5.372	8.1936	17.6361
Si	2.6925	10.9186	17.5906
Si	5.4775	13.6437	17.7466
Si	8.1067	16.3787	17.7904
Si	10.8896	18.9713	17.7048
Si	8.0951	5.4305	17.6475
Si	10.9738	8.1744	17.7248
Si	8.0952	10.9124	17.6088
Si	10.8868	13.5893	17.469
Si	-2.7189	16.331	17.6302
Si	0.0343	19.1035	17.6457
Si	-2.6667	5.419	17.7361
Si	0.0284	8.1607	17.6497
Si	-2.6738	10.8198	17.6484
Si	0.0009	13.5646	17.6478
Si	1.3549	17.6038	18.848
Si	3.9902	20.3853	19.1475
Si	1.4066	6.8876	19.0809
Si	4.0387	9.5908	18.9602
Si	1.3438	12.213	19.0163
Si	4.0623	15.0038	19.0771
Si	6.7725	17.7043	19.3213
Si	9.4543	20.3036	18.9726
Si	6.6255	6.7888	18.9909
Si	9.5009	9.6151	18.9267
Si	6.8209	12.2275	19.1038
Si	9.5675	14.9052	18.8718
Si	12.2874	17.6662	19.0868
Si	-1.2358	20.4523	19.1211
Si	-3.937	6.8011	19.158
Si	-1.3157	9.4766	19.0604
Si	12.2265	12.2389	18.8228
Si	-1.3747	14.9197	18.9591
Si	-0.182	16.4918	20.1904
Si	2.7497	18.7273	20.2985
Si	-0.0897	5.7641	20.4748
Si	2.5573	8.4969	20.389
Si	0.2561	10.613	20.3712
Si	2.9008	13.384	20.3026
Si	5.0415	16.5914	20.5434
Si	7.9009	19.4646	20.5169
Si	5.5295	21.6019	20.4413
Si	8.3684	7.904	20.0468
Si	5.1161	11.1253	20.345
Si	8.5457	13.3436	20.2562
Si	11.1483	15.9361	20.2164
Si	-2.3386	18.786	20.3355
Si	10.5546	5.665	20.1215
Si	-2.3546	7.9427	20.5246
Si	10.7111	11.1393	20.183
Si	-2.9611	13.7187	20.1866
Si	-1.1629	18.5981	27.4578
Si	1.3555	20.2854	22.5894
Si	10.9264	18.6921	24.7693
Si	7.5884	21.4634	27.821
Si	-0.2561	18.703	24.5968
Si	0.9974	14.6432	22.4148
Si	6.6088	13.1019	26.8424
Si	6.2933	20.5085	25.2426
Si	4.2516	7.1054	22.7093
Si	-4.5549	14.5985	25.261
Si	-4.3367	9.3095	22.4096
Si	10.915	10.0928	25.1094
Si	7.3086	15.9677	27.5958
Si	5.9574	8.6223	24.8216
Si	8.3459	19.3794	23.5413
Si	2.52	14.3635	26.8756
Si	-2.2377	12.3962	25.3271
Si	-2.9709	18.47	23.149
Si	-3.6095	10.4682	27.3443
Si	4.3176	8.1121	27.5177
Si	8.9424	7.8387	25.0377
Si	-0.4476	14.3616	26.8151
Si	7.6735	13.5907	23.092
Si	6.7503	17.5981	25.1712
Si	3.27	21.4517	24.6169
Si	-1.2348	12.4004	22.4406
Si	9.7133	7.0634	22.4148
Si	5.5999	11.1778	23.2362
Si	2.3879	21.8867	27.4535
Si	5.5325	15.5438	23.5462
Si	1.1469	16.0995	25.1126
Si	-3.9914	17.2272	26.9375
Si	4.2871	13.1214	24.7747
Si	9.4341	12.8773	25.4717
Si	9.7088	23.7148	27.8536
Si	11.2844	16.3644	23.0159
Si	1.3626	14.9655	5.4421
Si	4.0738	17.6912	5.4632
Si	1.346	4.0664	5.4649
Si	4.1005	6.7785	5.468
Si	1.3663	9.4918	5.455
Si	4.0897	12.2035	5.4399
Si	6.7944	14.9348	5.517
Si	9.5159	17.7011	5.4512
Si	6.8053	4.0684	5.4324
Si	9.5428	6.81	5.4477
Si	6.7878	9.5519	5.4719
Si	9.5083	12.2772	5.4239
Si	12.2138	14.9929	5.4214
Si	14.9374	17.6741	5.388
Si	12.2667	4.0803	5.443
Si	14.9772	6.7869	5.4284
Si	12.2113	9.5231	5.4349
Si	14.9551	12.2343	5.4625
Si	2.7136	16.3226	6.8099
Si	5.4477	2.7228	6.8105
Si	2.7175	5.4294	6.8126
Si	5.4479	8.1585	6.8185
Si	2.7237	10.8618	6.8069
Si	5.4249	13.5646	6.8315
Si	8.1701	16.3282	6.8201
Si	10.8863	2.734	6.8009
Si	8.1636	5.443	6.7885
Si	10.8781	8.1684	6.8173
Si	8.1622	10.9114	6.8057
Si	10.8748	13.6187	6.7923
Si	13.5886	16.3342	6.7828
Si	-0.0287	2.7	6.788
Si	13.6247	5.4312	6.8014
Si	-0.0019	8.1441	6.808
Si	13.5844	10.8716	6.7999
Si	-0.0024	13.608	6.8023
Si	1.3436	17.6787	8.1574
Si	4.0863	4.0811	8.1695
Si	1.3583	6.7871	8.1687
Si	4.0801	9.5094	8.1726
Si	1.3618	12.2413	8.1512
Si	4.0715	14.9552	8.1629
Si	6.7996	17.6816	8.1698
Si	9.5198	4.0869	8.155
Si	6.8138	6.7999	8.1668
Si	9.511	9.5298	8.1635
Si	6.8026	12.2354	8.1876
Si	9.5285	14.9689	8.1718
Si	12.2424	17.6903	8.1587
Si	-1.3598	4.0654	8.1671
Si	12.2496	6.7967	8.1512
Si	-1.3655	9.5158	8.154
Si	12.2299	12.2443	8.153
Si	-1.3728	14.9683	8.1496
Si	-0.0121	16.3211	9.5192
Si	2.7151	2.7173	9.5135
Si	-0.0007	5.4258	9.5221
Si	2.7224	8.1468	9.5232
Si	-0.0031	10.8823	9.5042
Si	2.7141	13.599	9.5188
Si	5.4345	16.3188	9.5168
Si	8.1614	2.7285	9.5192
Si	5.4485	5.4418	9.5267
Si	8.1638	8.1627	9.5308
Si	5.4425	10.8676	9.5328
Si	8.1632	13.6083	9.5266
Si	10.8875	16.3308	9.5244
Si	13.5974	2.7183	9.5307
Si	10.8813	5.4436	9.5134
Si	13.5996	8.1552	9.5147
Si	10.8749	10.8832	9.5194
Si	13.5939	13.6042	9.5117
Si	1.3606	14.9675	10.8726
Si	4.079	17.6835	10.8755
Si	1.359	4.0708	10.881
Si	4.089	6.7988	10.8888
Si	1.3565	9.5167	10.8579
Si	4.0782	12.2404	10.8718
Si	6.7967	14.9666	10.8741
Si	9.5225	17.6933	10.8767
Si	6.8063	4.0818	10.8895
Si	9.5217	6.7926	10.8851
Si	6.8013	9.5139	10.8968
Si	9.5177	12.2409	10.8827
Si	12.2416	14.9651	10.8815
Si	-1.3626	17.6788	10.8914
Si	12.2341	4.0844	10.8788
Si	-1.3655	6.7902	10.8704
Si	12.2351	9.5123	10.8719
Si	-1.3601	12.2426	10.8676
Si	2.719	16.3308	12.2368
Si	5.4435	19.0379	12.2403
Si	2.7204	5.4327	12.2307
Si	5.451	8.1499	12.2613
Si	2.7226	10.8659	12.2146
Si	5.432	13.6097	12.2261
Si	8.1565	16.3315	12.2228
Si	10.8682	19.0588	12.2438
Si	8.1632	5.4364	12.2597
Si	10.8867	8.1442	12.2399
Si	8.1589	10.8854	12.2479
Si	10.8793	13.6013	12.2351
Si	13.5905	16.3262	12.2504
Si	0.0036	19.0364	12.251
Si	13.5993	5.4349	12.2382
Si	-0.0021	8.157	12.211
Si	13.597	10.8754	12.2206
Si	0.0072	13.6039	12.2231
Si	1.375	17.6884	13.6154
Si	4.0774	4.078	13.5918
Si	1.3533	6.8002	13.5683
Si	4.076	9.5216	13.5929
Si	1.3722	12.2299	13.5636
Si	4.0877	14.9791	13.59
Si	6.8095	17.6794	13.5989
Si	9.5174	4.0802	13.6346
Si	6.8039	6.785	13.6331
Si	9.5215	9.5043	13.5867
Si	6.7851	12.2586	13.5897
Si	9.5083	14.9701	13.5744
Si	12.2233	17.7032	13.5992
Si	-1.3614	4.0801	13.6016
Si	12.2412	6.7795	13.609
Si	-1.3632	9.5056	13.5689
Si	12.2416	12.2338	13.584
Si	-1.3453	14.9654	13.5849
Si	0.0019	16.3295	14.9591
Si	2.7458	19.0477	14.9808
Si	0.0125	5.4454	14.9421
Si	2.7076	8.1484	14.9308
Si	0.0001	10.873	14.9065
Si	2.738	13.5885	14.9158
Si	5.4501	16.3325	14.9651
Si	8.1448	19.0344	14.9838
Si	5.4176	5.4203	14.9743
Si	8.1822	8.1518	14.9755
Si	5.4256	10.8995	14.948
Si	8.131	13.6429	14.9398
Si	10.8469	16.3372	14.9354
Si	-2.7329	19.0559	14.9665
Si	10.8848	5.4349	15.0005
Si	-2.6981	8.1356	14.9415
Si	10.8896	10.853	14.9332
Si	-2.6966	13.5886	14.9265
O	5.4374	10.4311	21.8001
O	8.0587	14.0911	21.6118
O	3.899	17.7183	20.8903
O	0.7924	21.5631	21.7578
O	-3.4815	21.4592	29.1985
O	6.9649	14.8418	23.8105
O	1.4727	15.1815	23.8374
O	9.6492	12.2401	20.7615
O	4.909	5.9174	21.814
O	3.3574	8.0168	21.7252
O	11.5062	10.4942	21.4355
O	1.6743	10.9405	29.1463
O	-5.1954	23.2855	28.4609
O	4.6788	18.8383	29.2005
O	1.7448	19.1482	21.5132
O	3.3806	9.3288	28.0265
O	7.7175	17.9419	23.9293
O	-0.8071	7.8663	29.0178
O	1.0151	22.4173	28.1529
O	3.4719	14.4139	28.1885
O	9.7929	7.2938	26.2729
O	7.4585	10.5228	29.2517
O	-4.0492	14.8309	20.6729
O	-1.2493	17.617	20.6933
O	10.5064	17.2949	24.0701
O	2.946	20.6234	28.292
O	4.9551	8.4812	26.0871
O	8.1534	12.7295	26.4663
O	-2.7337	9.5536	28.3392
O	8.6379	15.4736	28.3771
O	8.3643	20.1141	28.2201
O	5.6701	12.8645	25.5727
O	-1.8475	11.9007	23.8407
O	8.4389	7.7892	21.6828
O	10.1345	18.6306	29.2849
O	6.6734	12.341	22.9427
O	-1.2336	6.8312	21.0024
O	1.0285	13.9485	27.3629
O	9.6611	19.666	24.4776
O	-4.4985	16.8299	28.417
O	9.2704	8.858	28.367
O	6.4574	14.6483	27.2651
O	4.2061	11.845	23.7722
O	-2.6261	11.1573	26.2736
O	10.4441	16.3365	21.6389
O	0.5069	15.8938	21.5297
O	2.3753	15.8168	26.1408
O	10.1711	13.3857	29.1076
O	3.2886	6.5793	23.9004
O	0.1821	19.8902	23.611
O	7.3734	8.0274	25.3144
O	-0.2074	13.6148	22.659
O	6.3038	21.6592	28.7666
O	-4.9816	18.3692	26.3088
O	-0.241	15.6471	25.8435
O	-4.8278	14.9224	23.6943
O	-3.5923	17.0408	22.7057
O	9.5245	6.8298	19.6208
O	2.2725	21.4328	25.8998
O	7.6318	16.7561	26.2313
O	-4.3172	9.9289	23.9061
O	-2.4339	12.9288	21.5022
O	-0.4561	11.187	21.7184
O	7.1976	20.4875	23.889
O	10.9473	8.0866	22.3513
O	10.3841	14.1003	25.948
O	5.4333	15.9656	21.9921
O	6.4194	16.9784	28.4667
O	8.9387	13.1483	23.9621
O	-1.6343	18.1332	23.9793
O	-4.681	9.5967	26.4833
O	-1.5223	14.7456	27.9857
O	6.7198	20.5548	20.8462
O	5.4758	16.7867	24.5792
O	6.0203	12.223	28.0597
O	-0.5319	12.8743	29.3156
O	10.397	11.5874	25.4017
O	7.0935	21.4457	26.2969
O	-2.924	8.7109	21.8669
O	-2.7484	19.3635	21.8137
O	3.4557	23.0845	27.4353
O	-0.9449	13.1089	25.9543
O	-2.468	17.741	27.0653
O	-0.5083	19.1958	26.1115
O	0.9469	17.6178	24.6356
O	6.2161	18.9905	25.818
O	-1.5998	19.8434	28.3753
O	4.0553	12.3125	20.7299
O	9.5954	9.2691	24.6752
O	1.4056	9.5583	20.8818
O	4.3757	14.4824	23.9031
O	9.2075	6.7446	23.8914
O	10.2635	22.0026	21.7458
O	-4.4116	11.5872	28.2043
O	3.0766	13.2583	25.8293
O	-4.0512	19.2636	24.0577
O	6.1396	10.1598	24.3674
O	-0.0528	17.7307	28.2731
O	2.6958	20.4774	23.4679
O	5.4193	7.8301	28.6775
O	1.891	16.1613	29.1889
O	2.2395	13.9242	21.6862
O	5.4388	7.8638	23.492
O	-4.0016	15.9118	26.0111
O	4.7943	21.0565	25.0118
O	-3.455	13.4387	25.3049
O	8.6619	19.2851	21.9577
O	8.5353	22.6902	28.2572

Results
total energy: -82019.715 eV
total energy less fixed offsets of O -438.35, Si -107.03 eV per atom: -0.195 eV

Forces (eV/angstrom), in the order of the atoms: element, x, y, z
Si	-0.1855	0.0732	0.7852
Si	-0.0648	0.1371	0.7088
Si	0.1469	-0.1363	0.7853
Si	-0.3935	0.2359	0.6402
Si	0.2238	-0.0667	0.682
Si	0.1104	-0.1962	0.8128
Si	0.2414	-0.1047	0.7125
Si	0.1803	-0.2497	0.7424
Si	0.0797	-0.0441	0.5105
Si	0.1967	-0.1744	0.7024
Si	-0.1629	0.1714	0.7498
Si	-0.1756	0.1151	0.7227
Si	0.0213	0.0418	0.5953
Si	0.1812	-0.18	0.7588
Si	-0.2271	0.2797	0.7211
Si	-0.2144	-0.0033	0.6854
Si	0.0349	-0.0613	0.7345
Si	-0.1639	0.3329	0.6804
Si	-0.0018	0.0001	-0.0522
Si	-0.0285	-0.0535	-0.0292
Si	0.0169	0.0616	-0.0493
Si	-0.0342	0.0119	-0.0659
Si	-0.0131	0.0232	-0.0649
Si	0.0032	0.0324	-0.0656
Si	0.0326	-0.0308	-0.0738
Si	0.0561	-0.0386	-0.033
Si	0.0234	0.0282	-0.046
Si	-0.0054	-0.0135	-0.0349
Si	0.0147	-0.0215	-0.039
Si	0.0501	-0.0558	-0.0501
Si	-0.0275	0.0002	-0.0595
Si	0.0025	0.0229	-0.033
Si	-0.0016	-0.018	-0.0644
Si	0.0093	0.0036	-0.0349
Si	-0.0188	0.0062	0.0062
Si	-0.0392	0.0162	-0.0252
Si	-0.0183	-0.0053	-0.0179
Si	-0.0218	0.0318	0.0134
Si	0.0135	-0.0509	0.0289
Si	0.0126	-0.0075	0.0079
Si	0.0198	0.0029	0.038
Si	-0.0087	-0.0101	0.0315
Si	0.0231	-0.0295	0.0231
Si	0.0068	-0.0272	0.0206
Si	-0.0139	0.0193	0.0549
Si	-0.0101	-0.0045	0.0359
Si	-0.0125	-0.0128	-0.0133
Si	-0.05	0.0399	0.0064
Si	0.0189	0.0396	0.0258
Si	-0.005	0.0064	0.0171
Si	0.0064	-0.0004	-0.033
Si	0.0081	0.0187	0.0071
Si	-0.0201	0.0121	0.004
Si	0.0224	-0.0204	0.0043
Si	-0.0032	-0.0129	0.0106
Si	0.0189	-0.0034	-0.0191
Si	-0.0026	0.0018	-0.0274
Si	-0.033	-0.0032	0.0045
Si	0.0052	0.0181	-0.0159
Si	0.0055	0.0035	-0.0226
Si	-0.013	0.0078	0.0191
Si	-0.0037	-0.0057	-0.0502
Si	0.0049	0.0338	-0.0154
Si	0.0351	-0.0156	0.0237
Si	-0.0029	-0.0224	-0.0283
Si	-0.002	0.043	0.0054
Si	0.025	-0.0064	-0.0178
Si	0.0062	0.0095	-0.0475
Si	-0.0283	0.0298	0.018
Si	0.0109	-0.0141	0.0133
Si	-0.0106	0.0063	-0.0419
Si	0.0081	-0.0253	0.0174
Si	0.0117	0.0161	0.0019
Si	0.0279	0.0431	0.0254
Si	0.0003	0.0041	0.0005
Si	-0.0136	0.015	0.0052
Si	-0.0173	-0.0141	0.0192
Si	0.0078	0.0056	0.0319
Si	0.0124	-0.0258	0.0158
Si	0.0028	-0.0308	0.0079
Si	-0.0715	-0.0603	0.0549
Si	-0.0073	0.0237	-0.004
Si	0.022	0.0202	-0.0146
Si	-0.008	-0.0016	0.0047
Si	0.0089	0.0054	0.0014
Si	0.0004	-0.032	0.019
Si	0.011	0.0238	0.0046
Si	0.0192	0.0015	0.048
Si	0.0157	0.0339	0.0298
Si	-0.0119	0.0029	0.0022
Si	0.0129	-0.0451	-0.0255
Si	0.0223	-0.0261	-0.0323
Si	-0.0104	-0.0172	0.0233
Si	-0.0214	0.0004	-0.0256
Si	-0.0123	0.006	-0.0289
Si	-0.0148	-0.01	-0.0297
Si	-0.0422	0.0256	0.0003
Si	0.0301	-0.0114	-0.0066
Si	0.0621	0.0623	0.0254
Si	-0.0666	-0.0694	0.0347
Si	0.0037	0.0377	-0.0202
Si	0.0065	0.0176	-0.0449
Si	-0.0165	0.0049	-0.0492
Si	-0.0354	-0.0053	-0.0391
Si	0.0184	0.0027	0.0023
Si	0.012	0.0334	-0.0253
Si	0.0239	-0.0218	-0.0043
Si	0.015	0.009	-0.0008
Si	-0.0075	-0.0013	0.0145
Si	0.0068	-0.0582	-0.0026
Si	-0.0261	0.0387	0.0492
Si	-0.021	0.0017	0.0747
Si	-0.0191	-0.0382	0.0465
Si	0.0047	0.0009	0.0527
Si	-0.0168	0.0305	0.0626
Si	-0.026	-0.0008	0.0496
Si	-0.0086	-0.0359	0.0427
Si	0.0062	-0.0622	-0.0278
Si	-0.0288	-0.011	0.0631
Si	-0.0092	0.0068	0.06
Si	0.0268	-0.0331	0.0738
Si	0.0223	0.0627	0.0691
Si	-0.0108	0.0404	-0.006
Si	-0.0036	-0.0257	0.0387
Si	-0.0152	-0.0271	0.0144
Si	-0.0128	-0.0189	0.0177
Si	0.0754	-0.2311	-0.7298
Si	0.0545	0.2064	-0.6812
Si	0.0412	-0.2158	-0.7438
Si	0.0843	-0.206	-0.7892
Si	-0.1231	0.2278	-0.778
Si	-0.1861	0.1866	-0.7749
Si	0.2595	-0.1588	-0.7404
Si	0.0827	-0.433	-0.6818
Si	-0.184	0.1633	-0.7094
Si	-0.4103	0.4321	-0.3366
Si	0.3156	-0.1264	-0.7036
Si	-0.2299	0.0811	-0.7375
Si	-0.1285	0.276	-0.7539
Si	-0.2362	0.2071	-0.7506
Si	0.5185	-0.4658	-0.3098
Si	-0.2516	0.0973	-0.6741
Si	0.0319	-0.1715	-0.6613
Si	0.2703	-0.0785	-0.684
Si	0.0002	-0.1099	0.1656
Si	0.0515	0.0565	-0.1173
Si	-0.0105	0.0238	-0.0056
Si	0.0688	-0.0717	-0.0752
Si	-0.0492	-0.066	0.0029
Si	-0.0621	-0.041	-0.192
Si	0.162	-0.0363	0.034
Si	-0.0513	-0.0908	-0.0515
Si	-0.0139	-0.014	-0.1372
Si	-0.0479	0.0544	-0.0006
Si	0.0151	-0.0759	-0.0021
Si	-0.0175	-0.063	-0.0521
Si	0.1086	-0.0488	0.1765
Si	-0.1048	-0.0079	-0.02
Si	0.0607	0.0873	-0.0744
Si	0.0105	0.052	0.0099
Si	0.0121	0.1158	-0.0359
Si	-0.0292	0.0799	0.0091
Si	-0.0831	-0.0163	0.1615
Si	0.0492	0.0498	0.0808
Si	-0.0426	0.126	-0.0489
Si	-0.0885	0.0891	0.143
Si	0.005	-0.0345	-0.0158
Si	-0.0542	0.0901	0.0263
Si	0.0403	-0.0402	0.1422
Si	0.0757	0.0673	-0.1005
Si	-0.0142	-0.0703	-0.2729
Si	-0.0131	-0.0902	-0.0549
Si	-0.1336	0.051	0.153
Si	-0.0649	0.0326	-0.1452
Si	-0.0984	-0.0518	0.0785
Si	-0.0495	0.0733	0.0486
Si	-0.0346	0.0297	0.0796
Si	-0.1676	-0.0779	0.0638
Si	-0.0229	0.0409	0.1519
Si	-0.0298	0.023	-0.0303
Si	-0.0012	0.0179	-0.0034
Si	0.0248	0.0114	0.0041
Si	0.0017	0.0134	-0.0029
Si	-0.0033	-0.0039	-0.0087
Si	0.0076	0.0031	0.0044
Si	-0.0112	-0.0218	-0.0098
Si	-0.0106	-0.0245	0.0181
Si	-0.0061	-0.0081	-0.0191
Si	-0.0018	0.0047	0.0157
Si	0.0083	0.0085	-0.0012
Si	-0.0034	0.008	-0.0031
Si	-0.0012	-0.0044	-0.016
Si	0.0045	-0.0003	-0.0002
Si	0.0061	0.0047	-0.0211
Si	-0.0029	-0.0153	-0.0105
Si	0.0125	-0.0043	-0.0083
Si	0.0018	0.0123	-0.007
Si	-0.0026	0.0051	-0.0165
Si	-0.0101	-0.0109	-0.0002
Si	-0.0049	-0.0025	-0.0015
Si	-0.0019	0.0055	0.0024
Si	0.0024	0.0035	-0.0022
Si	-0.0039	0.0005	-0.0063
Si	0.0262	0.0152	0.0035
Si	-0.01	-0.0156	-0.0033
Si	0.0037	0.0057	0.0014
Si	0.0138	0.0045	-0.0085
Si	-0.0095	-0.0059	0.0008
Si	-0.02	-0.0061	-0.0034
Si	0.0063	-0.0003	-0.0023
Si	-0.0109	0.0088	-0.0126
Si	-0.0094	0.012	-0.0005
Si	0.0133	-0.0271	0.0039
Si	-0.0023	0.0157	0.0012
Si	0.0165	0.0021	0.0023
Si	-0.0011	-0.0117	-0.0053
Si	0.0033	-0.0118	-0.0038
Si	0.009	0.0099	0.0005
Si	-0.0067	-0.0165	0.0042
Si	-0.0086	-0.0143	0.0053
Si	0.0049	0.0152	-0.0025
Si	-0.009	-0.0119	-0.0001
Si	0.0009	0.0024	0.0039
Si	-0.0114	-0.0056	0.0003
Si	0.0064	0.0112	-0.0032
Si	0.0153	0.0029	-0.0062
Si	-0.0037	0.001	0.0084
Si	0.0026	0.0083	0.0062
Si	0.0159	-0.006	0.0066
Si	-0.0051	0.0025	0.0081
Si	0.0005	0.0255	-0.0046
Si	-0.0016	0	-0.0021
Si	-0.0072	-0.003	-0.0066
Si	0.0049	-0.0036	-0.0083
Si	-0.0004	0.0019	0.0057
Si	-0.0042	0.0014	0.0034
Si	0.0019	-0.0085	0.0014
Si	-0.0067	0.0162	-0.0008
Si	0.0004	-0.0049	0.0021
Si	-0.0027	0.0083	-0.0028
Si	0.0075	-0.0075	-0.0045
Si	0.0046	0.0033	-0.0033
Si	0.0007	0.0072	0.0023
Si	0.0006	0.0001	0.0035
Si	0.0126	-0.0025	0.0021
Si	-0.0052	-0.003	0.0031
Si	0.0041	-0.01	-0.0026
Si	-0.0067	0.0059	0.003
Si	-0.0018	-0.0013	-0.0051
Si	0.0097	-0.0123	0.0041
Si	-0.0097	0.0006	0.0025
Si	0.0015	0.0042	0.0076
Si	-0.0044	-0.0126	-0.0004
Si	-0.0086	-0.0112	-0.0044
Si	-0.0003	0.0141	-0.0006
Si	-0.0008	-0.0037	0.0042
Si	0.0048	-0.0073	-0.003
Si	0.0007	0.0057	0
Si	0.0081	0.0046	0.0031
Si	-0.0052	-0.0003	-0.0026
Si	0.0119	-0.0045	-0.0032
Si	0.0128	0.0074	-0.0048
Si	-0.0084	-0.0113	0.0108
Si	0.0056	0.0015	-0.0046
Si	-0.008	0.0023	-0.0003
Si	0.0034	0.005	0.0023
Si	-0.0012	-0.0012	0.0038
Si	-0.0037	0.0085	0.0011
Si	-0.0026	0.0034	-0.008
Si	0.0002	0.0001	0.0011
Si	0.0107	0.0099	-0.0006
Si	0.0029	0.0102	-0.0044
Si	-0.0047	-0.0037	-0.0064
Si	-0.0002	0.0116	0.0107
Si	-0.021	-0.0045	-0.0068
Si	0.0001	-0.0078	-0.0042
Si	0.0064	-0.0031	-0.0136
Si	0.0022	-0.009	-0.0069
Si	-0.0006	0.0051	0.0026
Si	-0.012	-0.0042	-0.0007
Si	0.0198	0.0165	0.0042
Si	-0.0092	-0.0016	0.0028
Si	0	-0.0175	0.0095
Si	-0.0034	-0.0108	0.0051
Si	-0.0011	0.0043	-0.0032
Si	0.0018	-0.0057	-0.008
Si	-0.0023	-0.008	0.0044
Si	0.0109	0.015	0.0015
Si	-0.002	-0.0037	0.0056
Si	-0.0058	-0.0102	0.0013
Si	-0.002	0.0095	-0.006
Si	-0.0054	0.0021	0.0041
Si	0.0087	-0.0066	0.0068
Si	-0.0039	-0.0064	-0.0005
Si	0.0007	-0.0076	-0.0023
Si	0.0106	0.0056	-0.0083
Si	0.0168	0.0002	-0.0096
Si	-0.0031	-0.0106	-0.0063
Si	-0.007	0.0104	0.009
Si	0.0032	-0.0004	-0.009
Si	-0.0142	0.0028	0.01
Si	0.0029	0.0039	-0.0024
Si	-0.0083	-0.0049	-0.0034
Si	0.0037	0.0058	-0.0045
Si	-0.0024	0.006	-0.0011
Si	-0.0029	-0.0054	0.0093
Si	-0.0024	-0.0058	0.0107
Si	0.0181	-0.0071	0.0075
Si	-0.014	0.01	-0.0042
Si	-0.0036	-0.0026	-0.0067
Si	0.0076	0.004	-0.0021
Si	-0.0098	-0.0075	0.0034
Si	-0.0123	0.0028	0.0091
Si	0.0147	-0.0042	0.0028
Si	0.0197	0.0217	0.0011
Si	0.0278	-0.0292	0.0178
Si	-0.0021	0.0019	0.0073
Si	0.0043	0.0054	-0.0061
Si	-0.013	0.0027	-0.0093
Si	-0.0135	-0.0028	0.009
Si	-0.0176	0.0208	0.019
Si	0.0099	-0.0157	0.0067
Si	-0.0127	0.0107	0.0031
Si	0.0036	-0.0036	0.0036
O	0.2011	-0.7029	0.0952
O	-0.2074	0.6562	0.1059
O	-0.1643	0.1476	0.2023
O	0.1444	0.0984	0.4758
O	0.0153	0.1494	-0.6923
O	0.4681	0.3621	0.5599
O	0.3062	0.0879	0.0412
O	0.0833	0.0869	0.4862
O	-0.0212	-0.2178	0.2577
O	0.023	-0.0062	0.1253
O	-0.0043	0.1182	0.3046
O	0.0568	0.0124	-0.2417
O	0.2883	0.3459	-0.57
O	0.0992	-0.014	-0.6085
O	-0.2201	-0.1096	0.1952
O	0.0331	0.4848	-0.4906
O	0.3466	-0.5102	-0.4406
O	-0.0444	-0.0508	-0.4664
O	-0.2914	-0.2088	-0.3155
O	0.3356	-0.3184	-0.1634
O	0.4011	-0.483	-0.0715
O	0.1357	0.0401	-0.162
O	-0.0687	0.0744	0.2832
O	-0.0969	-0.1067	0.4386
O	-0.4868	-0.0553	0.3589
O	-0.2459	-0.1229	-0.4465
O	-0.085	0.1383	-0.19
O	0.0135	0.0033	0.2387
O	0.119	-0.1918	-0.1527
O	0.3038	0.2423	-0.4252
O	0.1444	-0.4554	-0.6162
O	0.3638	-0.3215	-0.3233
O	-0.1767	-0.7137	-0.051
O	-0.3611	0.207	0.4857
O	-0.0839	-0.1239	-0.4411
O	0.0146	-0.269	-0.374
O	-0.0834	-0.0567	0.4014
O	0.0765	-0.5172	0.4119
O	0.0123	0.4649	0.4009
O	-0.0677	-0.306	0.0634
O	0.2076	0.0863	-0.5097
O	-0.6226	0.1942	0.1211
O	-0.6075	0.0026	-0.3552
O	0.4201	-0.0846	-0.0178
O	-0.7074	-0.0184	0.0024
O	0.0769	0.0879	0.2825
O	0.2731	0.4604	0.0298
O	-0.1663	-0.0865	-0.5224
O	-0.2828	0.2668	0.2967
O	-0.5263	0.3838	-0.126
O	-0.247	-0.1425	0.3318
O	-0.1128	0.1139	0.3925
O	-0.46	-0.4067	0.1347
O	-0.382	0.3877	0.2959
O	-0.3419	0.3554	-0.1998
O	0.0487	-0.5462	-0.3815
O	0.5337	-0.452	-0.3126
O	0.0324	0.2024	-0.555
O	-0.369	-0.1145	-0.2948
O	0.3902	0.1378	-0.2727
O	0.2976	0.4233	0.2735
O	-0.3223	-0.164	0.1933
O	-0.1362	-0.2968	0.2441
O	0.0298	0.4784	-0.2354
O	0.2793	-0.0087	0.0815
O	-0.2643	0.1774	0.6091
O	0.0825	-0.0218	0.0469
O	0.098	-0.0275	-0.2517
O	0.2706	-0.0641	-0.3298
O	0.0408	-0.3871	0.3508
O	-0.2785	-0.3341	-0.0533
O	-0.3464	0.4663	-0.3676
O	0.0211	-0.0349	0.3697
O	-0.4947	-0.0271	0.1752
O	-0.3684	0.0399	-0.3869
O	-0.1459	-0.2577	-0.0978
O	0.2773	0.179	0.0313
O	-0.0786	0.5634	-0.2212
O	0.2853	0.2617	0.3197
O	-0.1671	0.5355	0.1348
O	-0.0417	-0.1338	0.0192
O	0.4149	-0.124	0.028
O	0.1264	-0.0744	-0.3201
O	0.1114	0.5889	0.045
O	0.4974	0.3218	0.0792
O	-0.0827	-0.222	0.4074
O	0.0953	0.1851	-0.4012
O	0.2114	0.2081	0.1088
O	-0.1841	0.3667	-0.3823
O	0.0053	0.1303	0.2965
O	-0.5389	0.0075	-0.092
O	-0.2603	-0.6995	0.336
O	-0.0208	-0.431	0.4133
O	0.1178	0.262	-0.3822
O	-0.1026	-0.3684	-0.2329
O	0.2518	0.5964	0.3014
O	0.1923	0.2022	0.1932
O	-0.0294	0.1662	-0.2867
O	0.3957	-0.3929	0.0374
O	0.185	0.3461	0.1491
O	-0.0586	0.0854	-0.4225
O	0.3361	0.1542	0.4725
O	0.3924	0.2396	-0.0844
O	0.2635	-0.0087	-0.131
O	0.0238	-0.0923	-0.0627
O	0.0363	0.0616	0.0951
O	0.4798	-0.0556	-0.1002
O	-0.2094	-0.0958	0.6196
